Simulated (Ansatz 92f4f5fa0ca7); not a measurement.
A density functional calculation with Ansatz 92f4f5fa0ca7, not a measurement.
Periodic cell of 237 atoms, Si146O90B1, from a study of silicon, its oxide and their interface. The atomic structure is a simulated model.
Doubt: the cutoff is far below the 930 eV that the study's wrapper takes by default for these files, so forces and energies are approximate.
This geometry differs little from another in the collection (a relaxation step or a small displacement).

Settings
functional: PBE
potential files: Ansatz PAW
basis: plane waves
wave-function cutoff: 580 eV
density cutoff ratio: 5
exchange-correlation grid ratio: 1
k mesh: 1 x 1 x 1, Gamma-centred
self-consistency stop: 5e-08 eV per atom in the density residual
occupations: fixed
spin: none
net charge: -1 e, with a uniform compensating background and no finite-size correction

Cell vectors (angstrom)
a  11.6015  0  0
b  0  10.938  0
c  0  0  32.0622

Atoms: element, x, y, z (angstrom)
Si  -0.1854  -0.105  23.2702
Si  3.6951  0.2747  23.1245
Si  7.4409  -0.129  23.4205
Si  1.6778  1.3954  23.4221
Si  5.7231  1.5068  23.3009
Si  9.4198  1.151  23.3013
Si  0.1492  5.4084  23.4338
Si  4.3513  5.4907  23.4284
Si  7.8356  5.6119  23.7118
Si  2.2488  6.606  23.3375
B  6.0856  6.6775  23.5115
Si  9.8608  6.8342  23.6909
Si  1.9264  2.727  25.364
Si  5.8183  2.7127  25.3435
Si  9.6619  2.6245  25.2296
Si  11.5929  4.0366  25.3459
Si  3.9125  4.0688  25.295
Si  7.7867  4.0198  25.4106
Si  2.0021  8.1738  25.1571
Si  5.825  8.0037  25.122
Si  9.725  8.2724  25.4952
Si  11.659  9.5602  25.2796
Si  3.9409  9.5477  25.0135
Si  7.6703  9.4663  25.3561
Si  11.6765  -0.008  27.2121
Si  3.9162  -0.0747  27.0713
Si  7.7612  -0.0471  27.2349
Si  2.012  1.3268  27.2454
Si  5.8307  1.3007  27.2166
Si  9.7099  1.3025  27.1884
Si  11.5952  5.4733  27.2254
Si  3.858  5.443  27.2196
Si  7.726  5.453  27.2833
Si  1.9445  6.8335  27.1442
Si  5.7802  6.8104  27.1736
Si  9.6597  6.8185  27.3351
Si  1.966  2.7175  29.1659
Si  5.8089  2.7164  29.1283
Si  9.6899  2.716  29.1174
Si  0.0272  4.0853  29.1409
Si  3.8812  4.0951  29.1603
Si  7.7476  4.0817  29.1911
Si  1.9512  8.1834  29.1032
Si  5.8117  8.1748  29.1155
Si  9.6868  8.2003  29.2356
Si  0.0269  9.5568  29.1503
Si  3.8854  9.5502  29.0719
Si  7.7444  9.5463  29.177
Si  0.0153  0.0011  31.0864
Si  3.8739  -0.0044  31.0339
Si  7.7397  0.0053  31.09
Si  1.9459  1.3678  31.1023
Si  5.8049  1.3673  31.0634
Si  9.6793  1.3625  31.0705
Si  0.0225  5.4608  31.0754
Si  3.8869  5.473  31.0884
Si  7.7528  5.4641  31.1209
Si  1.9523  6.8338  31.0531
Si  5.8187  6.8354  31.0716
Si  9.6922  6.8252  31.1504
Si  1.9462  2.7505  0.9751
Si  5.808  2.7469  0.9276
Si  9.6768  2.7339  0.9523
Si  0.0009  4.1061  0.9465
Si  3.8798  4.1194  0.9689
Si  7.7498  4.1113  0.9966
Si  1.9426  8.2122  0.9275
Si  5.8101  8.224  0.9343
Si  9.6809  8.2203  1.0082
Si  0.0117  9.5903  0.9764
Si  3.8722  9.589  0.935
Si  7.749  9.5807  0.9667
Si  11.623  0.0355  2.916
Si  3.868  0.0231  2.8928
Si  7.7529  0.0213  2.8915
Si  1.9475  1.4051  2.9203
Si  5.8244  1.3673  2.8332
Si  9.6726  1.3866  2.9062
Si  11.5772  5.5029  2.8564
Si  3.8901  5.5006  2.9012
Si  7.7471  5.5148  2.9218
Si  1.9249  6.8259  2.8465
Si  5.8215  6.8675  2.8673
Si  9.672  6.9011  2.9718
Si  1.9232  2.8366  4.8206
Si  5.8469  2.7201  4.7489
Si  9.6058  2.7961  4.8215
Si  11.5494  4.1368  4.7694
Si  3.9315  4.0994  4.8135
Si  7.7252  4.2064  4.8877
Si  1.9009  8.1518  4.7898
Si  5.8194  8.2631  4.7732
Si  9.6748  8.3235  4.9106
Si  11.646  9.6585  4.8856
Si  3.8296  9.4928  4.77
Si  7.7349  9.6784  4.8821
Si  11.6065  0.2372  6.7749
Si  3.7588  -0.0503  6.6377
Si  7.7218  0.0454  6.9108
Si  2.0607  1.5132  6.7594
Si  5.7235  1.2705  6.6268
Si  9.6509  1.5212  6.8184
Si  11.5368  5.5027  6.6846
Si  3.9964  5.4292  6.7764
Si  7.7475  5.675  6.8293
Si  1.9898  6.6414  6.635
Si  5.8216  6.9792  6.7325
Si  9.7655  7.0436  6.9107
O  10.0053  7.9731  8.3057
O  7.6689  9.9245  8.23
O  7.3985  4.7634  8.1851
O  3.3639  10.3312  8.1828
O  2.053  7.5387  8.0212
O  4.0238  4.5841  8.2368
O  9.7763  2.4603  8.2047
O  2.6377  2.3335  8.1305
O  11.4067  4.5746  8.0584
O  5.3835  2.3498  7.8418
O  5.8197  7.974  8.083
O  11.3114  10.3285  8.1622
O  11.3879  9.9217  21.8441
O  3.4022  10.9755  21.4747
O  6.3529  7.2747  22.2093
O  4.3431  4.5859  21.9916
O  7.1979  9.8364  22.079
O  9.8507  7.8136  22.3363
O  1.627  2.4508  22.1348
O  5.9676  2.4876  21.956
O  8.266  4.8139  22.293
O  -0.1164  4.4729  22.0595
O  2.4552  7.3759  21.8691
O  9.1837  1.9063  21.8413
Si  1.9263  7.7804  9.599
Si  5.0963  0.5129  17.7603
Si  2.5025  5.4354  14.0057
Si  10.5565  3.8911  14.0299
Si  8.2552  2.409  15.2211
Si  9.6223  2.3563  20.3476
Si  10.5178  3.6534  9.0549
Si  0.029  2.3282  11.557
Si  11.0715  8.1404  15.4012
Si  5.1619  6.9252  14.048
Si  5.7853  2.6127  11.1188
Si  8.4969  7.7837  19.4221
Si  8.0958  4.9382  20.6914
Si  5.9774  9.6044  15.2177
Si  1.8772  7.6269  20.3721
Si  1.9475  4.963  18.8095
Si  4.459  3.3643  18.118
Si  8.5743  8.9949  16.8375
Si  0.8539  9.4925  13.2944
Si  9.9234  10.6567  11.7287
Si  5.3733  3.732  21.0572
Si  0.6067  5.4909  16.2635
Si  10.7918  9.1524  9.1446
Si  6.3867  8.6186  21.3362
Si  7.1187  7.1106  11.5159
Si  2.6789  0.7437  12.1915
Si  10.7052  8.5771  21.1864
Si  5.9754  4.2687  15.6872
Si  7.0853  0.4761  12.9619
Si  4.0816  2.9812  8.5963
Si  0.8857  6.7603  11.8921
Si  6.5638  9.0443  9.0745
Si  0.6905  3.3562  21.1744
Si  9.8119  6.5553  12.8919
Si  7.737  4.5471  9.7597
Si  3.7632  9.9304  20.2698
Si  4.2794  3.0343  13.518
Si  3.8497  10.0144  9.7117
Si  8.1105  0.863  18.0254
O  11.5051  3.2651  12.8734
O  9.363  4.485  9.873
O  8.974  3.784  19.9631
O  4.3021  -0.336  18.8896
O  11.3191  4.5236  15.3136
O  9.8735  9.789  10.3387
O  3.7734  1.542  13.103
O  0.7025  9.0575  14.8573
O  6.5283  1.0228  18.3838
O  4.6759  3.1196  19.7134
O  6.265  1.1569  11.7134
O  0.5576  8.6312  9.8541
O  5.6339  4.1739  17.2839
O  8.461  7.2605  12.3977
O  4.4318  2.6689  10.1699
O  2.0932  5.5699  15.573
O  3.3629  0.0809  10.879
O  5.9127  7.1675  12.6106
O  2.3017  6.4849  19.2821
O  0.6759  4.9247  17.7805
O  8.4284  10.685  12.3778
O  5.4683  10.0852  9.6745
O  0.2577  7.6447  20.5072
O  9.7316  2.6339  14.616
O  2.0272  10.5989  13.2092
O  10.0268  9.1238  16.1329
O  6.1495  10.3378  13.7599
O  7.4357  1.597  14.0824
O  1.6732  4.0824  20.1246
O  5.8009  5.7459  14.9992
O  7.4318  9.0268  15.685
O  1.5023  1.6781  11.6056
O  7.1483  8.2892  10.3911
O  4.2452  1.8763  17.4448
O  7.0698  3.1644  10.2902
O  11.5991  6.9935  16.4123
O  8.3931  10.2318  17.8398
O  3.2736  8.5394  10.1008
O  7.5336  3.8457  15.4792
O  3.1546  4.3068  17.9522
O  2.9452  3.938  13.5937
O  1.3501  8.2253  12.4188
O  1.1999  5.7133  13.0822
O  5.0503  8.297  14.9234
O  11.2514  2.4339  20.3153
O  11.0005  10.0134  12.7677
O  5.3655  3.5504  12.3986
O  5.0165  3.1488  14.9599
O  6.5127  4.7052  20.3997
O  8.4142  1.6085  16.6141
O  10.4068  1.2514  11.4602
O  10.8805  6.6452  11.654
O  2.4537  9.055  19.8373
O  1.7263  6.4388  10.5241
O  7.0577  8.3694  19.8753
O  8.5123  7.6662  17.7831
O  3.6502  6.5079  13.6409
O  9.5714  5.0086  13.3477
O  4.8542  8.9701  20.9669
O  10.3465  7.4096  14.1501
O  8.6808  6.2981  20.0321
O  7.107  5.7081  10.6986
O  5.3281  10.5673  16.3812
O  9.0945  1.325  19.2134
O  11.583  3.1561  10.1648
O  9.6591  8.8152  19.9569

Results
free energy: -144146.686 eV
free energy less fixed offsets of B -154.04, O -568.88, Si -635.61 eV per atom: 5.614 eV

Forces (eV/angstrom), in the order of the atoms: element, x, y, z
Si  0.0023  -0.0047  0.0016
Si  0.0132  -0.0057  -0.0117
Si  -0.0083  -0.0106  -0.0217
Si  -0.0089  0.0024  -0.0018
Si  -0.0032  -0.0074  -0.0069
Si  0.0076  -0.0018  0.0001
Si  0.0123  -0.0107  0.002
Si  -0.0242  -0.0053  -0.011
Si  0.041  0.0043  0.0101
Si  -0.0106  0.0148  0.0079
B  -0.0022  0.0033  -0.0095
Si  -0.0161  0.0008  0.006
Si  -0.0066  -0.0008  -0.0048
Si  -0.0011  -0.003  0.0072
Si  0.0084  0.0021  -0.005
Si  -0.0038  0.0037  -0.003
Si  0.015  -0.0073  0.0093
Si  -0.0154  0.002  0.0068
Si  0.0038  -0.0054  -0.0064
Si  -0.0019  0.0049  0.004
Si  0.0002  0.0015  0.0012
Si  -0.001  -0.0037  -0.0018
Si  -0.0167  -0.0007  -0.0015
Si  0.0108  -0.005  -0.0037
Si  -0.0001  -0.0016  0.0003
Si  0.0094  -0.0066  0.0047
Si  -0.0089  0.0016  0.0078
Si  -0.0018  0.0037  0.0004
Si  0.0022  0.0031  -0.0022
Si  -0.0012  0.0035  0.0029
Si  0  -0.002  0.0007
Si  0.0003  0.0058  -0.0053
Si  0.0004  0.0044  -0.0056
Si  -0.0002  0.003  0.0031
Si  -0.0015  -0.0087  0.0117
Si  0.0024  0.0031  -0.0022
Si  -0.0006  0.0001  0.0023
Si  0.0006  -0.0013  -0.0015
Si  0.0006  0.0004  0.0012
Si  -0.0029  0.0019  -0.0042
Si  0.002  -0.0018  0.0016
Si  -0.0031  -0.0032  0.0014
Si  0.0001  -0.0039  -0.0022
Si  -0.0003  0.0058  -0.0018
Si  -0.0022  -0.0008  -0.0029
Si  0.0002  0.0012  0.0026
Si  -0.0028  0.0018  -0.001
Si  0.002  -0.0005  -0.0005
Si  -0.0003  0.0017  -0.002
Si  0.0007  -0.0011  -0.0012
Si  -0.0011  0.001  -0.001
Si  -0.0001  -0.0013  0.0006
Si  0.0008  0  -0.0006
Si  -0.0005  -0.0017  -0.0008
Si  -0.0001  -0.0015  0.0019
Si  -0.002  0.0012  0.0003
Si  0.001  0.0005  -0.0001
Si  -0.0005  0.0031  0.0006
Si  -0.0003  -0.0032  0.0006
Si  0  0.0012  -0.0003
Si  -0.0002  0.0002  -0.0005
Si  -0.0002  -0.0003  -0.0016
Si  0.0005  0.001  -0.0004
Si  -0.0005  0.0003  -0.0001
Si  0.001  -0.0012  0.0011
Si  -0.0002  -0.0007  0.0004
Si  0.0006  -0.001  -0.0003
Si  0  0.003  0.0007
Si  0.0001  -0.0003  -0.0006
Si  0.0005  -0.0004  -0.0004
Si  -0.0009  0.0007  -0.0008
Si  0.0005  -0.0002  -0.0011
Si  -0.0008  0.0004  -0.0008
Si  0.0003  0.0001  0
Si  -0.0002  0.0009  0.0004
Si  0.0003  -0.0006  0.0001
Si  -0.0006  0  0.0008
Si  -0.0004  -0.0003  0.0008
Si  -0.0003  -0.0002  0.001
Si  -0.0002  0.0006  0.0012
Si  0.0008  0.0003  -0.0002
Si  0  0.0012  0.0016
Si  -0.0007  -0.0023  0.001
Si  0.0001  0.0002  0.0004
Si  0.0015  0.0015  0.0008
Si  0.0012  0  0.0007
Si  0.0001  0.0025  -0.0011
Si  0.0001  -0.0009  0.0011
Si  -0.0006  -0.0027  0.0004
Si  -0.0006  -0.002  0.0018
Si  -0.0005  0.0001  0.001
Si  -0.0001  0.0021  0.0011
Si  0.0007  0.0009  -0.0005
Si  -0.0009  -0.0007  0.0012
Si  0.0004  -0.0017  -0.0002
Si  -0.0011  -0.0009  0.0008
Si  0.0023  -0.0025  -0.0031
Si  0.0017  -0.002  -0.0015
Si  -0.0028  -0.0014  -0.0027
Si  -0.0027  0.0027  -0.0023
Si  0.0009  0.0034  -0.0028
Si  -0.0012  0.0001  -0.0003
Si  0.0012  -0.0021  -0.0027
Si  0.0004  0.0001  -0.0003
Si  0.002  0.0003  -0.0047
Si  -0.001  0.0003  -0.0022
Si  -0.0007  -0.0004  -0.0023
Si  -0.003  0  -0.0016
O  0.0029  0.0056  0.0016
O  -0.0016  -0.005  0.002
O  -0.0003  -0.0059  0.0034
O  0.0005  -0.0023  0.0042
O  0.0006  0.0034  0.0055
O  0.0004  -0.0028  -0.0006
O  0.0021  0.0051  0.0021
O  0.0038  0.0029  0.0011
O  -0.0032  -0.0037  0.0022
O  -0.0026  0.0038  0.0017
O  0.002  0.0054  0.0018
O  -0.0013  -0.0055  0.0018
O  -0.0063  -0.0014  0.0024
O  0.0399  -0.0524  -0.0335
O  -0.0026  0.0243  -0.0143
O  0.0061  -0.0042  0.001
O  -0.0344  -0.0165  -0.0035
O  0.0103  0.0099  -0.0175
O  -0.0032  0.0035  -0.0043
O  -0.0003  0.0046  0.0026
O  0.0039  -0.009  -0.0147
O  -0.0029  -0.0029  -0.004
O  -0.0034  0.0016  -0.0037
O  0.0003  0.0005  -0.0003
Si  0.0014  0.001  -0.0002
Si  0.0017  -0.0006  -0.0041
Si  0.0002  0  -0.0001
Si  0.0012  0.0009  -0.0022
Si  0.0045  -0.0074  0.001
Si  -0.0001  0.0041  0.0005
Si  -0.0009  -0.0003  0
Si  0.0003  0.002  0.0026
Si  -0.001  -0.0011  -0.0015
Si  0.0017  0  -0.0023
Si  -0.0022  0.0025  0.0022
Si  0.0031  -0.0031  -0.0005
Si  0.0034  0.0007  0.0028
Si  0.0019  0.0029  0.0005
Si  -0.0088  0.0142  -0.0016
Si  0.0021  -0.0003  0.0028
Si  -0.0037  -0.0002  0.0002
Si  -0.0022  -0.0031  -0.0028
Si  0.0003  0.0003  -0.0001
Si  0.0006  -0.0028  0.0014
Si  -0.0004  -0.0025  0.0119
Si  0  -0.0001  0.0014
Si  0.0004  -0.0009  -0.0012
Si  -0.013  0.0329  0.004
Si  0.0005  0.0001  0.0014
Si  0.0018  -0.0012  0.0005
Si  -0.0021  -0.0067  0.0057
Si  -0.001  -0.0005  -0.0007
Si  -0.001  0.0006  0.0027
Si  -0.0017  -0.0014  0
Si  0.0015  -0.0005  0.0008
Si  0.0015  0.0011  -0.0009
Si  0.001  0.0011  0.0057
Si  0.0011  -0.0002  0.0018
Si  0.001  0  0.0006
Si  -0.0105  -0.02  0.0476
Si  0.0018  0  0.0002
Si  -0.0006  -0.0011  0.0011
Si  0.0013  0.0023  -0.0037
O  -0.0003  -0.0008  -0.0006
O  -0.0013  0.001  -0.0025
O  0.0053  -0.0092  0.0007
O  0.003  0.0066  0.0018
O  -0.001  -0.0011  0.0012
O  -0.0022  0.0038  0.0021
O  0.0001  0.0011  0.0002
O  0.0013  0.0002  0.0022
O  0.0037  -0.0027  0.0005
O  -0.0046  -0.0011  -0.0101
O  0.0016  -0.0019  -0.0013
O  0.0013  -0.001  -0.0018
O  0.0026  0.002  -0.0005
O  0.001  -0.0005  -0.0012
O  0.0032  -0.0014  0.0018
O  0.0017  0  0
O  -0.0016  0.0027  0.0011
O  -0.0011  -0.0001  0.0004
O  -0.0047  0.0023  0.003
O  -0.0032  0.0013  -0.0045
O  -0.0009  0.0007  -0.0012
O  -0.0007  0.0006  -0.003
O  0.0165  0.0105  0.001
O  -0.0072  -0.002  0.0063
O  -0.0009  -0.0006  0.0002
O  0.0022  0  0.0014
O  0.0006  0.0014  -0.0012
O  0.0044  0.0014  0.0017
O  0.0015  0.0019  -0.0004
O  -0.0002  0.0013  0.0016
O  -0.0013  -0.0003  0.0009
O  -0.0006  0.0001  -0.003
O  0.0021  -0.0038  0.0015
O  -0.0012  -0.0007  0.0028
O  -0.0014  -0.0022  -0.0033
O  -0.0001  -0.0001  0.0022
O  -0.0006  0.0045  0.004
O  0.0003  -0.0006  -0.0032
O  0.0023  -0.0003  0.0027
O  0.0032  -0.0013  0.0014
O  0.0002  0.0003  0.0002
O  -0.0003  0.0007  0
O  0.0009  -0.0007  -0.0003
O  -0.0014  -0.0013  0.0016
O  -0.0022  -0.0002  0.0038
O  0.0012  -0.0001  -0.0003
O  -0.0009  -0.0002  -0.0002
O  -0.0009  0  0.0006
O  -0.0086  0.007  -0.0004
O  -0.0051  0.0043  -0.0049
O  0.0006  0  -0.0027
O  -0.0005  -0.0007  -0.0024
O  0.0345  0.0083  0.0263
O  -0.0012  -0.0015  -0.0006
O  -0.0156  0.0117  0.0236
O  -0.0007  0.0038  -0.004
O  -0.0007  -0.0006  0.0005
O  0.0001  -0.0008  -0.0001
O  -0.008  0.023  -0.023
O  -0.0004  -0.0013  0.0007
O  0.0012  0.0035  0.0033
O  -0.0013  0.0035  -0.0006
O  0.001  -0.0032  0.0001
O  -0.0077  -0.0039  -0.0049
O  0.002  -0.0031  0.0014
O  0.0016  -0.0041  0.0053

The program warned: the cutoff lies below the one the program advises for these potential files; the forces do not sum to zero within the program's tolerance; the exchange-correlation potential is rough where the density is thin.
